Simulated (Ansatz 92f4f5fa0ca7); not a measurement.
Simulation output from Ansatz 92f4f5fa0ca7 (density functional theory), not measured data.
Periodic cell of 215 atoms, Si132O82P1, from a study of silicon, its oxide and their interface. The atomic structure is a simulated model.
Doubt: the cutoff is far below the 930 eV that the study's wrapper takes by default for these files, so forces and energies are approximate.
This geometry differs little from another in the collection (a relaxation step or a small displacement).

Settings: functional PBE; potential files Ansatz PAW; basis plane waves; wave-function cutoff 580 eV; density cutoff ratio 5; exchange-correlation grid ratio 1; k mesh 1 x 1 x 1, Gamma-centred; self-consistency stop 5e-08 eV per atom in the density residual; occupations fixed; spin none; net charge +1 e, with a uniform compensating background and no finite-size correction.

Cell vectors (angstrom)
a  10.938  0  0
b  0  10.938  0
c  0  0  31.5432

Atoms and the computed forces on them: element, x, y, z (angstrom), force x, y, z (eV/angstrom)
Si  10.4372  0.5737  24.3408  -0.0197  0.0022  0.029
Si  6.0465  10.5014  24.1458  0.0009  -0.0279  0.0345
Si  2.1298  3.2466  24.0784  -0.0001  0.023  0.0338
Si  8.7017  2.2559  24.3064  0.0252  -0.0042  0.0296
Si  0.5033  5.0547  24.1613  0.0066  -0.0186  0.0287
Si  5.0568  5.8905  24.1941  -0.0227  0.024  0.0306
Si  3.3928  7.652  24.1633  0.0263  -0.0212  0.0397
Si  7.8326  8.8266  23.9878  -0.0244  0.0116  0.0341
Si  1.3434  1.4838  25.4575  -0.0168  -0.0036  -0.0171
Si  6.9214  1.2954  25.5017  0.0081  -0.0015  -0.0117
Si  4.0253  4.0974  25.3256  0.0098  0.0043  -0.013
Si  9.673  4.0934  25.4207  -0.0055  -0.004  -0.0117
Si  1.4964  6.8127  25.3741  0.0008  0.0066  -0.0165
Si  6.9013  6.9485  25.2411  -0.0045  -0.0129  -0.0115
Si  4.233  9.5339  25.3463  0.0015  -0.0009  -0.019
Si  9.5247  9.6413  25.4377  0.0089  0.0103  -0.0171
Si  2.7794  0.0112  26.6403  0.0147  -0.0066  0.054
Si  8.226  -0.0275  26.949  0.0006  0.0075  -0.1526
Si  0.016  2.7664  26.9215  -0.001  0.0116  -0.1489
Si  5.4502  2.7285  26.663  -0.0098  0.0016  0.0493
Si  2.7596  5.436  26.8377  0.0022  0.0021  -0.0899
Si  8.2331  5.522  26.6263  -0.0028  0.0017  0.0481
Si  0.0368  8.2126  26.6498  -0.0108  -0.0231  0.0526
Si  5.5569  8.1974  26.793  -0.0076  -0.0045  -0.0727
Si  4.1095  1.3661  28.0852  0.0009  -0.0104  -0.0164
Si  9.5944  1.37  28.2213  0.0102  0.0011  0.209
Si  1.3919  4.1183  28.2202  0.0236  0.0358  0.1925
Si  6.8424  4.1278  28.017  -0.0038  0.0232  -0.0546
Si  4.1569  6.8224  28.1285  0.0475  -0.0043  0.0823
Si  9.5981  6.85  28.0667  0.0096  0.0015  -0.0249
Si  1.389  9.5948  28.0414  0.0139  0.0058  -0.0491
Si  6.8511  9.5385  28.2238  -0.0489  -0.051  0.1878
Si  0.0481  -0.0187  29.5203  -0.0118  0.0145  -0.0044
Si  5.4537  -0.0003  29.5018  -0.0028  -0.0023  -0.0294
Si  2.7599  2.7183  29.5314  0.0069  0.0077  -0.0251
Si  8.1749  2.7687  29.4677  0.0076  -0.0093  -0.0007
Si  -0.0039  5.4965  29.5075  0.0037  0.0035  -0.0275
Si  5.5097  5.4489  29.4877  -0.0089  0.0062  0.0007
Si  2.7506  8.2156  29.4287  -0.0161  0.0088  0.0118
Si  8.2434  8.1709  29.5368  -0.0079  0.0033  -0.0201
Si  1.3909  1.3574  30.9017  -0.0091  0.0017  0.0024
Si  6.8196  1.3819  30.8352  0.0059  -0.0131  0.0029
Si  4.1474  4.0928  30.8836  -0.0043  0.0118  0.0041
Si  9.5506  4.1175  30.8398  0.0084  -0.0062  0.0024
Si  1.3817  6.8834  30.8335  0.0049  -0.0052  -0.0002
Si  6.8627  6.7867  30.8969  -0.0075  0.0045  -0.0008
Si  4.0686  9.5687  30.8505  0.01  0.0006  -0.0032
Si  9.603  9.5548  30.8901  -0.0051  0.0005  0.0018
Si  2.7471  -0.0213  0.7222  -0.0076  0.0119  -0.0003
Si  8.1747  -0.0002  0.6552  0.006  0.0033  0.0081
Si  -0.0254  2.7541  0.6659  0.005  -0.0067  0.0086
Si  5.4805  2.7041  0.7133  -0.0152  0.0067  -0.0054
Si  2.7245  5.4885  0.6642  0.0204  -0.015  0.0143
Si  8.225  5.4326  0.7322  -0.0018  0.0164  -0.0066
Si  0.0285  8.1826  0.7157  -0.0151  0.0047  -0.0033
Si  5.4581  8.2043  0.6701  0.0081  -0.0218  0.0142
Si  4.1152  1.3392  2.0817  -0.0029  0.0019  0.0244
Si  9.5229  1.3803  2.0284  0.0175  -0.025  0.0248
Si  1.3262  4.1389  2.0572  0.0106  -0.0099  0.013
Si  6.8417  4.0622  2.0734  -0.0176  0.0126  0.0147
P  4.0813  6.8536  2.0333  -0.0287  0.0351  -0.0279
Si  9.6048  6.802  2.0762  -0.0075  0.01  0.0139
Si  1.382  9.5489  2.0776  0.0243  -0.0143  0.026
Si  6.8192  9.5691  2.0721  -0.0072  0.008  0.0039
Si  -0.0515  -0.0091  3.361  -0.0688  -0.0033  -0.1651
Si  5.4714  -0.0132  3.5014  -0.0106  -0.0093  0.0233
Si  2.6839  2.7217  3.353  -0.0124  -0.0118  -0.1982
Si  8.183  2.6927  3.5118  0.0048  -0.028  0.0256
Si  -0.0221  5.4565  3.5313  -0.0019  0.0139  0.0429
Si  5.4348  5.4792  3.3456  0.0093  -0.0041  -0.1395
Si  2.7492  8.187  3.4974  0.0033  -0.0032  0.0079
Si  8.226  8.188  3.3823  0.0354  -0.0028  -0.1036
Si  1.2758  1.3745  4.6723  0.0269  -0.0046  0.1266
Si  6.8393  1.3054  4.932  0.0121  -0.0138  -0.0579
Si  4.0273  4.1292  4.642  0.0062  0.0249  0.1147
Si  9.5256  4.0589  4.9127  0.0222  0.0173  -0.0538
Si  1.3608  6.8445  4.9113  -0.0228  -0.0096  -0.0481
Si  6.8236  6.8249  4.6785  -0.0065  0.0112  0.1045
Si  4.1252  9.5551  4.9058  0.0144  0.0085  -0.0545
Si  9.5634  9.5711  4.7522  -0.0035  -0.0126  0.0676
Si  2.6017  0.0338  6.0878  0.0079  0.0279  0.0393
Si  8.2229  -0.1327  6.2823  0.0023  0.0201  0.0044
Si  -0.0296  2.6464  6.2104  -0.024  -0.0141  0.0064
Si  5.3709  2.7834  6.0513  -0.0292  0.0054  0.0459
Si  2.7467  5.4248  6.1723  0.0042  0.0082  -0.0041
Si  8.0775  5.4379  6.1709  -0.0054  0.0322  0.0332
Si  -0.0046  8.3021  6.2294  -0.0031  -0.0035  0.0186
Si  5.5677  8.1505  6.1776  -0.002  -0.0139  0.0046
Si  3.4678  1.9375  7.165  0.005  -0.024  -0.0676
Si  10.0161  0.8275  7.4847  0.0249  -0.0241  -0.0297
Si  1.7559  3.6458  7.3669  0.0332  -0.0007  -0.0165
Si  6.2043  4.5218  7.3883  -0.0101  0.0162  -0.0711
Si  4.6385  6.3079  7.2775  0.0201  -0.0119  -0.0306
Si  9.1612  7.188  7.326  -0.0183  0.0141  -0.0524
Si  0.8895  10.1555  7.523  -0.0276  0.0034  -0.0809
Si  7.4152  8.8936  7.5089  0.0251  -0.0379  -0.0466
O  4.5863  6.6055  8.8974  -0.0221  0.0187  0.038
O  1.3828  3.9602  8.95  -0.0163  0.0179  0.0206
O  9.7365  6.5346  8.7328  0.0154  -0.0171  0.0381
O  1.3036  10.1048  9.1391  0.0349  -0.0088  0.0772
O  6.074  4.2072  9.015  0.007  -0.0301  0.0612
O  3.7344  1.5931  8.7372  0.0297  -0.0138  0.0749
O  7.1463  8.96  9.1494  -0.0149  0.0279  0.0527
O  9.6501  1.0667  9.0796  -0.0281  0.0153  0.0347
O  8.2428  2.5337  22.7527  -0.0211  0.0114  -0.0226
O  10.9977  5.5526  22.6497  -0.0106  0.0201  -0.0239
O  5.6313  0.0922  22.6448  -0.0161  0.0284  -0.0276
O  5.2878  5.4027  22.6342  0.0208  -0.0185  -0.0342
O  2.1509  2.8024  22.482  0.009  -0.026  -0.0374
O  3.3276  7.8541  22.5187  -0.0221  0.0167  -0.0389
O  8.384  8.7435  22.4184  0.0255  -0.0079  -0.0339
O  -0.1633  11.2303  22.7608  0.022  -0.0164  -0.0271
Si  2.1604  2.9737  12.8948  -0.0081  -0.0021  0.0329
Si  8.6828  1.3039  10.3715  -0.0025  -0.0039  0.0128
Si  1.0645  4.5002  15.3498  0.0038  -0.0054  0.012
Si  7.5445  5.5756  12.1997  -0.0067  -0.0034  0.0342
Si  2.4155  8.1832  21.2101  0.007  -0.016  -0.0152
Si  5.4076  7.7822  12.4779  0.0058  -0.0037  0.0321
Si  9.2694  0.4516  15.499  0.0086  0.0073  0.0066
Si  2.9156  -0.0395  16.6616  0.0067  0.0006  0.0092
Si  10.4739  1.1592  12.6077  0.0015  0.0014  0.0393
Si  7.7651  2.832  21.2358  -0.0032  -0.0095  -0.0302
Si  9.1307  8.7826  14.4556  0.0065  -0.0094  0.0196
Si  1.4718  4.775  10.3669  -0.0079  0.0017  0.0206
Si  4.4854  9.4856  19.1359  0.0026  0.0013  -0.0178
Si  11.0757  6.0987  21.1134  0.005  0.0087  -0.0259
Si  6.6179  10.4458  14.8472  0.0026  -0.0015  0.023
Si  5.3898  0.7325  21.1723  0.0103  -0.0086  -0.0314
Si  2.3435  9.802  10.3787  -0.0055  0.0249  0.0211
Si  0.4322  10.6335  21.3879  -0.0101  0.0041  -0.0321
Si  5.8517  5.2542  21.1219  -0.0037  0.0066  -0.0087
Si  3.6377  7.0847  10.1123  0.0083  -0.0096  0.0257
Si  9.0436  5.6823  14.8396  -0.0042  -0.0031  0.0146
Si  3.6588  4.0818  19.0897  0.0021  -0.0094  -0.01
Si  10.0308  3.6634  19.3195  -0.0047  0.0063  -0.0225
Si  4.2579  8.6675  15.3673  0.0005  0.0006  0.0084
Si  0.4558  1.918  17.16  -0.0039  0.0005  -0.005
Si  6.7942  7.534  19.2468  0.0031  0.005  -0.0237
Si  5.2583  3.6226  16.7412  -0.0007  -0.0018  -0.0026
Si  7.7839  5.0133  17.5254  0.0065  0.0099  -0.0065
Si  6.6648  9.9171  10.3886  -0.0083  0.0033  0.0159
Si  4.3842  1.0441  10.0985  -0.013  0.0148  0.0046
Si  -0.0374  9.0909  11.8959  0.004  -0.0094  0.0391
Si  9.1039  8.632  20.9383  0.0028  0.005  -0.0274
Si  4.5581  1.6658  14.5817  -0.0088  0.002  0.0173
Si  2.4478  2.0836  21.0436  -0.0101  -0.0028  -0.0198
Si  6.3319  3.3309  10.3716  0.0062  0.0103  0.0148
Si  3.4297  5.9156  16.7326  -0.0001  -0.0017  -0.0008
Si  9.8757  6.5385  10.3543  0.0055  -0.0069  0.0166
O  0.122  2.6276  18.5899  0.0086  -0.0087  0.0083
O  2.9269  9.6325  15.587  -0.0007  -0.003  -0.0099
O  10.8616  4.8058  20.1481  -0.0061  -0.0179  0.0096
O  7.5765  2.3943  9.9245  0.0024  0.0014  -0.01
O  10.926  5.3491  10.7984  -0.0011  -0.0027  -0.0218
O  6.5858  6.7237  12.8585  -0.001  0.003  -0.0217
O  10.3181  8.0652  10.7651  0.0068  0.0167  -0.0182
O  7.6647  9.4532  13.9958  -0.0035  0.0012  -0.0175
O  8.411  6.2116  10.9745  -0.012  -0.0066  -0.0166
O  5.3596  10.4845  20.075  -0.0065  -0.0142  0.011
O  2.1714  3.7449  11.4357  0.0074  -0.0155  -0.0105
O  7.9757  8.5466  19.7615  -0.0136  -0.0041  0.0086
O  6.2064  6.7309  20.5475  0.0045  0.0069  0.0141
O  5.5139  2.7138  15.4111  -0.0009  -0.0001  -0.007
O  1.3045  0.9275  20.7062  0.003  0.0041  0.0226
O  6.0484  9.0438  11.6252  -0.0106  -0.0086  -0.0177
O  4.6138  4.9851  16.1104  -0.0005  0.0018  -0.0021
O  6.5939  3.9073  17.6376  -0.0047  -0.0043  0.0082
O  10.5351  10.6726  11.8047  -0.0065  0.0071  -0.0249
O  5.5825  0.4954  13.9906  0.0011  0.001  -0.0163
O  8.0187  5.0921  15.9306  0.0006  -0.002  -0.0075
O  9.7379  9.8128  15.577  -0.0009  -0.0012  -0.0026
O  -0.3978  5.1462  15.1253  0.0014  -0.0009  -0.0082
O  1.5733  6.8353  20.8069  -0.0017  -0.0017  0.0227
O  1.5038  0.6383  17.1835  0.0019  0.0003  0.004
O  6.5965  1.7715  20.8123  0.0013  0.004  0.0264
O  1.0188  1.7953  12.8289  -0.0007  -0.0021  -0.021
O  3.2434  5.4947  18.327  0.0007  0.0066  0.0048
O  9.5298  2.0136  11.5823  0.01  0.0034  -0.0144
O  1.0172  3.0999  16.1854  0.0003  0.0044  -0.0024
O  8.5809  5.1355  13.3747  0.0048  0.0005  -0.0084
O  10.2727  8.578  13.2994  -0.01  0.0034  -0.0053
O  1.4468  9.3996  21.6903  -0.0008  0.0019  0.02
O  10.0795  9.9368  20.6152  -0.0039  -0.0025  0.0231
O  3.1735  0.2124  10.8559  -0.0079  -0.0052  -0.0166
O  5.0693  2.3581  10.8169  -0.0031  -0.0025  -0.0222
O  1.7431  4.1551  13.9196  -0.0033  0.0039  -0.0081
O  7.922  10.8598  10.8568  -0.0028  0.0038  -0.0267
O  9.1335  4.4703  18.2322  -0.0087  0.0047  0.005
O  5.639  9.4956  15.7725  0.0034  0.0003  -0.0024
O  5.5363  -0.0413  9.7472  0.0185  -0.0089  -0.0237
O  3.5988  2.31  13.3935  0.0054  -0.0027  -0.0144
O  1.9746  5.6487  16.054  -0.0022  -0.0005  -0.006
O  9.7174  1.0448  14.0391  -0.0038  -0.0045  -0.0026
O  4.3766  6.9451  11.5388  0.0092  0.0021  -0.0099
O  4.7541  4.4837  20.2188  -0.017  -0.0073  0.0061
O  9.9559  1.3394  16.6505  -0.0036  -0.005  0.0033
O  6.6723  4.3099  11.6329  0.0047  0.0105  -0.0169
O  5.5841  8.4065  18.5793  -0.0019  0.0004  0.0115
O  9.074  2.7387  20.2721  0.0148  0.0053  0.0103
O  3.6034  1.1339  15.7823  0.001  -0.0016  -0.005
O  4.2177  3.0739  17.9047  0.0069  0.0041  0.0005
O  9.9187  7.2201  20.8975  0.0003  -0.0006  0.0249
O  3.346  8.6583  9.7993  0.0017  -0.0042  -0.0202
O  3.9361  7.4243  16.3789  -0.0011  -0.0014  -0.0026
O  7.6358  0.479  15.6983  -0.0021  -0.0027  -0.0047
O  8.9254  7.2954  15.0352  -0.0013  0.0042  -0.006
O  3.931  1.4368  21.158  0.0011  0.0031  0.0258
O  1.5917  9.1321  11.68  -0.0097  -0.0073  -0.0135
O  2.3234  6.1443  10.1425  0.0023  -0.0009  -0.0226
O  7.3513  6.4616  18.148  0.0032  -0.0139  0.0035
O  7.217  4.3649  21.1366  -0.0007  0.001  0.0246
O  4.5465  8.2357  13.8002  -0.0057  0.0042  -0.0058
O  3.3363  8.664  19.9652  0.0148  0.0094  0.0044
O  2.4937  3.2371  19.8753  0.0066  0.0184  0.0045
O  3.7438  10.3678  17.9755  -0.011  0.0051  -0.0057

Results
free energy: -131310.866 eV
free energy less fixed offsets of O -568.88, P -755.39, Si -635.61 eV per atom: -6.796 eV

The program warned: the cutoff lies below the one the program advises for these potential files; the exchange-correlation potential is rough where the density is thin.
